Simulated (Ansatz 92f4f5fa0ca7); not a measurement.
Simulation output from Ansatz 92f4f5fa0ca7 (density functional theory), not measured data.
Periodic cell of 221 atoms, Si132O87H1N1, from a study of silicon, its oxide and their interface. The atomic structure is a simulated model.
Doubt: the cutoff is far below the 930 eV that the study's wrapper takes by default for these files, so forces and energies are approximate.
This geometry differs little from another in the collection (a relaxation step or a small displacement).

Settings: functional PBE; potential files Ansatz PAW; basis plane waves; wave-function cutoff 580 eV; density cutoff ratio 5; exchange-correlation grid ratio 1; k mesh 1 x 1 x 1, Gamma-centred; self-consistency stop 5e-08 eV per atom in the density residual; occupations fixed; spin none; net charge 0.

Cell vectors (angstrom)
a	10.938	0	0
b	0	10.938	0
c	0	0	32.765

Atoms and the computed forces on them: element, x, y, z (angstrom), force x, y, z (eV/angstrom)
Si	-0.2318	0.3338	25.2379	-0.1217	0.109	-0.0688
Si	5.771	-0.1527	25.2904	0.0896	-0.072	-0.0241
Si	2.5401	3.0748	25.2986	-0.099	0.1324	-0.1043
Si	8.4735	2.5969	25.1916	0.0766	-0.0762	-0.0281
Si	0.2962	5.3071	25.2832	0.1134	-0.0979	-0.0457
Si	5.2091	5.7852	25.3793	-0.1384	0.0921	-0.239
Si	2.997	8.0355	25.3119	0.0752	-0.1182	-0.0064
Si	7.9926	8.5399	25.3151	-0.0869	0.118	-0.0539
Si	1.3717	1.4446	26.5675	-0.0307	0.0409	0.0181
Si	6.9007	1.4431	26.5892	0.0586	-0.0392	-0.0238
Si	4.0868	4.1809	26.68	-0.0383	0.036	0.0007
Si	9.6111	4.1483	26.5681	0.0512	-0.0535	-0.0151
Si	1.4005	6.8873	26.6351	0.0761	-0.0313	-0.0185
Si	6.8506	6.9181	26.614	-0.0225	0.0491	0.0289
Si	4.1479	9.6359	26.5966	0.0506	-0.0507	-0.0057
Si	9.5824	9.6784	26.6118	-0.0361	0.0442	-0.0006
Si	2.7169	0.0292	27.9413	0.0142	-0.005	-0.0028
Si	8.1944	0.0419	28.0063	-0.0055	-0.0026	-0.0353
Si	-0.0095	2.7559	27.9834	-0.0076	0.0102	-0.0222
Si	5.4688	2.75	27.9633	-0.0061	0.0052	-0.0024
Si	2.709	5.5018	28.0397	-0.0175	0.0234	-0.0461
Si	8.2012	5.4841	27.9446	0.0004	0.0032	-0.0016
Si	-0.0203	8.2397	27.9591	0.0151	-0.0213	-0.0036
Si	5.4595	8.2335	28.0039	-0.0166	0.0065	-0.0355
Si	4.1018	1.3673	29.3467	-0.0335	0.008	-0.2115
Si	9.5708	1.3673	29.3467	0.0776	0.1587	0.2111
Si	1.3673	4.1018	29.3467	-0.1697	-0.0049	0.2731
Si	6.8362	4.1018	29.3467	0.0579	0.0843	-0.1785
Si	4.1018	6.8362	29.3467	0.0506	0.186	0.3098
Si	9.5708	6.8362	29.3467	-0.0356	0.0537	-0.2139
Si	1.3673	9.5708	29.3467	0.0207	0.1154	-0.2066
Si	6.8362	9.5708	29.3467	0.0156	0.1642	0.181
Si	0	0	30.714	0.0314	0.0375	-0.0217
Si	5.469	0	30.714	0.0555	-0.0506	-0.0031
Si	2.7345	2.7345	30.714	0.0066	0.0389	-0.0103
Si	8.2035	2.7345	30.714	0.0909	0.0046	-0.004
Si	0	5.469	30.714	0.0532	-0.0407	0.0058
Si	5.469	5.469	30.714	0.0209	0.0471	-0.0191
Si	2.7345	8.2035	30.714	0.0674	0.0044	-0.0115
Si	8.2035	8.2035	30.714	0.0055	0.0252	-0.0196
Si	1.3673	1.3673	32.0812	-0.0254	-0.0489	-0.008
Si	6.8362	1.3673	32.0812	-0.0413	0.0143	-0.0231
Si	4.1018	4.1018	32.0812	0.0029	0.0056	-0.0077
Si	9.5708	4.1018	32.0812	-0.0715	0.0358	-0.0151
Si	1.3673	6.8362	32.0812	0.0014	0.0451	-0.0339
Si	6.8362	6.8362	32.0812	0.0028	0.0008	-0.006
Si	4.1018	9.5708	32.0812	-0.0622	0.0204	-0.0243
Si	9.5708	9.5708	32.0812	0.0108	-0.0042	-0.0142
Si	2.7345	0	0.6835	0.0683	-0.0554	0.0104
Si	8.2035	0	0.6835	0.001	-0.0102	0.0075
Si	0	2.7345	0.6835	0.0422	0.0198	0.0204
Si	5.469	2.7345	0.6835	0.0115	-0.0075	0.0442
Si	2.7345	5.469	0.6835	-0.0706	0.0358	-0.0058
Si	8.2035	5.469	0.6835	0.072	-0.0364	0.0093
Si	0	8.2035	0.6835	0.0284	-0.0433	0.0334
Si	5.469	8.2035	0.6835	0.0279	0.0218	0.0149
Si	4.1018	1.3673	2.0507	-0.0755	-0.0427	0.0387
Si	9.5708	1.3673	2.0507	-0.0585	-0.1074	-0.0015
Si	1.3673	4.1018	2.0507	0.0495	0.0212	-0.0224
Si	6.8362	4.1018	2.0507	-0.0151	0.0644	0.0341
Si	4.1018	6.8362	2.0507	-0.084	-0.0641	0.0279
Si	9.5708	6.8362	2.0507	-0.1368	0.0119	0.0001
Si	1.3673	9.5708	2.0507	-0.0142	0.1088	-0.0053
Si	6.8362	9.5708	2.0507	-0.0458	-0.0695	-0.0032
Si	0	0	3.418	0.3313	0.1702	-0.5558
Si	5.469	0	3.418	0.0813	0.0311	0.0335
Si	2.7345	2.7345	3.418	0.0635	0.3698	-0.1006
Si	8.2035	2.7345	3.418	-0.1352	-0.0208	0.4101
Si	0	5.469	3.418	0.0248	-0.3536	0.1843
Si	5.469	5.469	3.418	-0.125	-0.393	0.3233
Si	2.7345	8.2035	3.418	0.0576	-0.168	0.1734
Si	8.2035	8.2035	3.418	-0.3228	-0.4981	-0.7347
Si	1.3139	1.445	4.741	-0.0038	0.0103	0.0146
Si	6.8112	1.3533	4.836	0.0355	0.0276	0.0319
Si	4.1361	3.9994	4.8799	0.0562	0.0096	-0.0219
Si	9.5734	4.0701	4.8457	0.0027	0.0133	0.0155
Si	1.4207	6.7473	4.7925	-0.0266	0.0232	0.0177
Si	6.8485	6.8077	4.7796	0.0017	-0.0034	0.012
Si	4.1107	9.5733	4.7821	0.0439	0.0259	0.005
Si	9.6045	9.5081	4.6366	0.0105	0.0245	0.0324
Si	2.6747	0.0512	6.006	-0.0806	0.0209	-0.0179
Si	8.2679	-0.1112	5.968	0.0207	-0.0453	-0.0049
Si	-0.0459	2.6653	6.2796	0.0093	-0.0707	0.0088
Si	5.3813	2.4997	6.4225	-0.0921	0.003	-0.0254
Si	2.7414	5.3689	6.256	0.0269	-0.0032	-0.0181
Si	8.0986	5.3337	6.2013	-0.0826	0.0083	0.0163
Si	-0.1192	8.0557	5.9812	-0.0035	-0.037	0.037
Si	5.4946	8.2029	6.1438	0.0156	-0.0499	0.0044
Si	3.6339	1.2742	7.8122	0.0892	0.1233	0.1574
Si	9.7783	0.8749	7.4529	0.0471	-0.08	-0.0146
Si	1.591	3.7374	7.6099	0.091	-0.138	0.1577
Si	6.5199	4.1818	7.6425	-0.0462	0.0735	0.0129
Si	4.4194	6.5779	7.4385	0.0874	-0.1345	0.0936
Si	9.2752	6.963	7.3943	-0.0586	0.0331	0.0351
Si	1.0648	9.7193	7.0348	-0.0121	0.0285	0.1397
Si	7.1843	9.3113	7.3741	0.113	-0.0085	0.0307
O	1.4058	4.1754	24.7641	0.013	-0.0023	0.1383
O	6.8582	9.6339	24.7722	0.01	-0.0234	0.1183
O	2.6625	2.5812	8.1732	-0.0761	-0.0121	-0.1453
O	8.2331	8.1404	7.932	-0.0309	-0.0147	-0.0771
O	5.4628	5.4111	7.9267	-0.0212	0.0622	-0.0995
O	0.0399	-0.2119	7.8958	0.0307	0.0072	-0.1197
O	4.0953	6.8908	24.8138	0.0509	-0.0409	0.1497
O	9.5725	1.4395	24.6966	0.0152	-0.02	0.1284
O	2.2091	8.9253	7.9109	-0.0835	0.063	-0.095
O	0.8962	4.3582	8.9802	0.0025	0.0601	-0.1025
O	8.865	1.1482	8.8109	0.0136	-0.0003	-0.0304
O	6.7996	10.2523	8.6863	-0.0017	-0.0102	-0.0281
O	3.853	0.4017	9.2618	-0.0582	-0.002	-0.1082
O	4.0553	7.315	8.8864	-0.1286	0.0319	-0.0699
O	6.937	3.7117	9.169	0.0034	0.0131	-0.0988
O	9.9859	6.2534	8.6892	0.0203	-0.0256	-0.0514
O	3.2925	2.484	23.9601	0	-0.0089	0.0967
O	5.1852	0.5836	23.9429	-0.0186	0.0038	0.0528
O	7.8547	3.3237	23.8316	-0.0254	0.0344	0.0315
O	10.6109	6.0141	23.9342	-0.021	0.0271	0.0541
O	8.7167	7.9138	23.9816	0.0068	-0.0168	0.0505
O	2.3484	8.6959	23.9546	-0.017	0.0246	0.0465
O	5.8255	5.0686	24.0447	0.0359	-0.0214	0.1207
O	0.468	10.6175	23.8968	0.0081	-0.0024	0.0749
Si	3.5712	10.4732	10.65	-0.0053	0.0337	0.087
Si	0.9466	3.212	12.6319	0.0177	-0.0122	0.0601
Si	-2.4416	-1.8887	11.7427	0.0195	-0.0471	0.0562
Si	4.4722	1.7731	23.0859	-0.022	-0.0154	-0.1078
Si	-6.1496	-7.5802	17.2431	0.0023	-0.0618	-0.0389
Si	3.343	-11.0478	15.8786	0.0066	0.0406	-0.0471
Si	1.1989	9.4217	23.0554	0.0253	-0.0092	-0.109
Si	15.7452	8.4489	17.4215	0.0356	0.0226	-0.0236
Si	-1.9183	3.1497	12.6216	0.0137	0.0237	0.0658
Si	-1.2598	4.2775	19.1335	-0.0224	-0.0038	0.0453
Si	2.4404	0.5226	21.0905	-0.0176	0.0349	-0.0796
Si	4.9832	12.9151	14.6202	-0.015	-0.0053	-0.008
Si	10.7171	18.0652	12.0265	-0.0022	0.0591	0.0937
Si	2.5739	0.9292	13.2116	-0.0243	0.0187	0.0292
Si	7.7239	11.2274	9.6389	0.0208	-0.024	0.1231
Si	0.2784	5.9806	17.1146	-0.0352	-0.032	-0.0056
Si	5.4511	-2.25	12.3941	0.0126	0.0019	0.0436
Si	2.627	-2.91	9.171	-0.0304	-0.1125	0.1018
Si	3.8796	3.4211	12.2345	-0.0202	0.0429	0.0341
Si	7.9479	6.0606	20.9284	0.0261	-0.0299	-0.0762
Si	7.2765	-2.4035	19.2008	0.0156	-0.0158	0.0195
Si	10.351	5.2055	14.2442	-0.007	-0.0101	-0.0172
Si	2.4193	1.4001	18.2539	-0.0204	-0.0287	0.0296
Si	9.7803	-2.2255	17.3954	-0.0097	0.0185	-0.0079
Si	6.5921	2.9532	10.5787	-0.0169	-0.0036	0.1404
Si	-3.0896	1.3752	14.6231	0.0114	0.0186	-0.0044
Si	0.1344	1.9827	20.1054	0.0312	0.0241	-0.0052
Si	8.9568	-0.039	19.1624	0.0214	0.0387	0.0034
Si	6.6006	4.0499	23.0494	-0.0288	0.0738	-0.0564
Si	9.9037	7.2263	23.1023	0.0025	-0.0234	-0.0887
Si	7.7419	2.3468	17.5637	0.026	0.0006	-0.0085
Si	11.2885	5.7845	9.54	0.011	0.0123	0.0972
Si	6.3984	7.822	14.8663	0.0274	0.0054	-0.0158
Si	4.535	-4.7198	13.6914	0.0016	-0.0321	-0.0156
Si	3.4133	6.0613	16.7005	0.0075	-0.0045	-0.0575
Si	8.8025	-1.5107	14.7094	-0.019	0.0058	-0.0221
O	5.8815	7.8356	16.3791	-0.0076	-0.0013	0.0312
O	5.7471	-2.039	18.6861	-0.0228	0.0059	-0.0106
O	7.9867	2.2712	15.9627	-0.0063	0.0015	0.0041
O	-1.7491	-1.3682	13.1402	-0.0018	0.0128	-0.0004
O	6.9801	-2.5227	11.8414	-0.0118	-0.0053	-0.0217
O	14.6512	7.2945	17.7339	-0.003	0.005	0.0165
O	1.2246	1.621	21.2664	0.0042	-0.0213	0.0202
N	3.8607	13.0239	13.3425	0.0311	-0.0266	0.072
O	-2.01	1.7452	13.4653	-0.0048	-0.0006	-0.0095
O	0.0107	5.7557	11.1272	0.0286	-0.0128	-0.0842
O	6.2473	2.9538	17.8884	-0.0197	0.012	0.0079
O	8.5301	5.2788	19.6465	0.0039	0.0172	0.0279
O	-3.0126	-0.1824	15.0679	0.0003	-0.0002	0.0062
O	-0.6145	5.4681	15.8439	0.0087	0.0059	0.0195
O	-0.0451	7.533	17.5166	0.0038	0.0095	0.0048
O	-0.4794	3.091	11.8159	-0.0012	-0.0028	-0.0324
O	7.1105	-3.6138	20.3036	0.0043	0.0209	-0.0234
O	10.8699	5.0788	18.4085	0.0167	0.0146	-0.0196
O	3.7926	1.0705	21.7948	0.0267	0.0232	0.0777
O	-8.6337	3.5186	11.718	-0.0019	0.0081	-0.0252
O	7.9534	0.873	18.2406	-0.0135	-0.0075	0.0026
O	10.3747	14.3718	20.3558	-0.0092	0.0065	-0.0083
O	3.6602	6.3836	15.0841	-0.0015	0.0078	0.0236
O	0.9671	2.0466	18.674	0.0033	-0.0092	-0.0215
O	1.8368	-5.2165	16.7854	0.0002	0.0057	0.0087
O	6.7086	12.2779	10.3506	0.0013	-0.0036	-0.0686
O	7.7446	14.3483	11.6426	0.0017	0.0039	-0.0416
O	9.501	-3.0532	11.2213	0.0171	-0.0025	-0.0456
O	12.0229	18.9759	12.3009	0.0104	0.0043	-0.0578
O	0.7646	4.3688	13.7885	0.0117	-0.0006	-0.013
O	-0.6495	-4.2791	13.521	0.0134	-0.0182	-0.016
O	2.7127	9.0898	10.3976	0.015	-0.0638	-0.1392
O	1.5187	6.9015	9.4234	0.0501	0.1116	-0.0881
O	5.0467	14.191	11.078	0.0029	-0.0066	-0.0619
O	4.7061	0.7448	15.6448	-0.005	-0.0064	0.0106
O	2.7919	0.3721	19.4921	0	0.0102	-0.0084
O	4.2367	4.795	13.015	-0.0037	-0.0022	-0.0195
O	9.2158	6.6064	21.7816	0.0165	0.0169	0.0618
O	5.6611	9.0351	13.9963	-0.0068	-0.0052	-0.0045
O	-1.078	0.8804	20.1527	-0.0223	-0.0227	0.0064
O	7.0729	4.9785	21.791	-0.0212	-0.0448	0.1153
O	-2.954	-2.9056	14.8594	0.0114	0.0089	0.0098
O	1.9332	-0.8932	21.7345	-0.0298	-0.0314	0.0799
O	-0.867	-0.9051	18.3174	-0.0034	-0.0203	-0.0055
O	2.2345	0.617	16.8339	0.0045	-0.0081	0.0004
O	2.6833	-0.2398	14.3687	0.0078	-0.0035	0.0107
O	5.5667	2.8741	22.5673	0.0125	0.0184	0.0577
O	8.9397	-7.6535	18.098	-0.0099	0.0007	-0.005
O	3.6261	2.4802	18.004	0.0217	0.029	0.0003
O	-0.9964	-1.6789	15.8488	0.0029	-0.007	0.017
O	2.6236	0.3529	11.6813	0.0126	-0.0235	-0.0447
O	1.1736	1.7513	13.3576	0.0203	-0.0033	-0.0218
O	-7.0641	-1.3825	16.6968	-0.0087	-0.0065	0.0157
O	6.4258	12.692	13.9247	-0.0031	-0.0109	0.0061
O	4.9085	-7.6746	15.6072	-0.0018	0.011	0.0291
O	0.0778	8.3197	22.6231	-0.0002	0.0014	0.0553
O	7.9583	-1.0936	19.9381	-0.0148	-0.0147	-0.0054
O	4.4208	-3.556	12.4834	0.0165	0.0109	-0.0105
O	-2.639	-2.7701	17.9354	0.0054	-0.0026	0.0005
O	4.8853	9.9259	11.4778	0.0056	-0.0051	-0.0321
O	9.0508	4.3516	13.7367	0.0063	0.0013	-0.0179
O	8.4951	-0.6117	10.7431	-0.0171	0.0431	-0.0868
O	4.3535	-6.0252	17.3842	-0.0014	0.0099	0.0161
O	6.0971	-4.5718	14.1799	-0.0088	0.0133	0.0124
H	12.5258	19.4272	11.5933	-0.0428	-0.0235	0.1016

Results
free energy: -133795.105 eV
free energy less fixed offsets of H -15.97, N -385.13, O -568.88, Si -635.61 eV per atom: -0.925 eV

The program warned: the cutoff lies below the one the program advises for these potential files; the forces do not sum to zero within the program's tolerance; the exchange-correlation potential is rough where the density is thin.
